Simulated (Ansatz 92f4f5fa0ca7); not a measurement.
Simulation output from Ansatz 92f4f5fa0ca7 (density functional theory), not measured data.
Periodic cell of 414 atoms, Si266O148, from a study of silicon, its oxide and their interface. The atomic structure is a simulated model.
Doubt: the cutoff is far below the 930 eV that the study's wrapper takes by default for these files, so forces and energies are approximate.
This geometry differs little from another in the collection (a relaxation step or a small displacement).

Settings: functional PBE; potential files Ansatz PAW; basis plane waves; wave-function cutoff 580 eV; density cutoff ratio 5; exchange-correlation grid ratio 1; k mesh 1 x 1 x 1, Gamma-centred; self-consistency stop 5e-08 eV per atom in the density residual; occupations fixed; spin none; net charge 0.

Cell vectors (angstrom)
a 15.4687 0 0
b 0 12.8259 0
c 0 0 36.6806

Atoms and the computed forces on them: element, x, y, z (angstrom), force x, y, z (eV/angstrom)
Si 0.0012 1.1428 33.9978 0.0012 -0.0051 -0.0006
Si 3.8245 1.1136 34.105 -0.0053 -0.0104 0.0041
Si 7.7894 1.1615 34.0362 -0.0115 -0.0056 0.0017
Si 11.6199 1.1492 33.9823 0 -0.0032 0.0029
Si 2.0313 7.6414 33.9636 -0.0009 -0.0014 0.0084
Si 5.8418 7.615 33.909 -0.0011 0.0003 0.0055
Si 9.6673 7.6277 33.914 0.0042 -0.001 0.0047
Si 13.5528 7.5982 33.9884 0.0025 -0.002 0.0042
Si 1.9336 5.247 34.4138 -0.0576 0.3497 0.3534
Si 5.8008 5.247 34.4138 0.3162 -0.2915 -0.6166
Si 9.6679 5.247 34.4138 -0.2314 0.5001 0.2552
Si 13.5351 5.247 34.4138 0.1298 0.0265 0.2163
Si 0 11.6599 34.4138 0.0499 0.0497 0.4321
Si 3.8672 11.6599 34.4138 -0.1148 -0.2915 0.0053
Si 7.7343 11.6599 34.4138 0.5122 -0.1333 0.1006
Si 11.6015 11.6599 34.4138 0.0518 -0.0538 -0.393
Si 0 4.664 35.6505 -0.0483 0.308 0.2341
Si 3.8672 4.664 35.6505 -0.0616 0.001 -0.0666
Si 7.7343 4.664 35.6505 -0.0329 0.1752 0.0322
Si 11.6015 4.664 35.6505 -0.0245 0.1102 0.0529
Si 1.9336 11.0769 35.6505 -0.102 -0.1799 -0.0597
Si 5.8008 11.0769 35.6505 -0.031 -0.0074 -0.1717
Si 9.6679 11.0769 35.6505 -0.0686 -0.1086 0.0105
Si 13.5351 11.0769 35.6505 0.0335 -0.0173 -0.0814
Si 0 2.332 36.0627 0.0164 -0.0043 -0.1233
Si 3.8672 2.332 36.0627 -0.0879 0.2141 0.4406
Si 7.7343 2.332 36.0627 0.1641 0.0999 0.195
Si 11.6015 2.332 36.0627 0.0563 -0.0049 -0.1651
Si 1.9336 8.745 36.0627 0.1018 0.0306 -0.0017
Si 5.8008 8.745 36.0627 0.1495 -0.1414 -0.3336
Si 9.6679 8.745 36.0627 -0.0111 0 -0.3385
Si 13.5351 8.745 36.0627 0.0224 -0.0254 0.0096
Si 1.9336 1.749 0.6188 0.0359 0.0819 0.0401
Si 5.8008 1.749 0.6188 -0.0438 -0.0498 -0.0847
Si 9.6679 1.749 0.6188 -0.0922 -0.0108 0.0331
Si 13.5351 1.749 0.6188 -0.0367 0.0346 -0.029
Si 0 8.162 0.6188 -0.1123 -0.0562 -0.0404
Si 3.8672 8.162 0.6188 0.0455 -0.0315 -0.0313
Si 7.7343 8.162 0.6188 0.0256 -0.086 -0.0627
Si 11.6015 8.162 0.6188 -0.0196 -0.1076 -0.0717
Si 0 5.83 1.031 0.0062 -0.0344 0.033
Si 3.8672 5.83 1.031 0.0076 -0.0292 0.0053
Si 7.7343 5.83 1.031 0.0417 -0.0641 0.0079
Si 11.6015 5.83 1.031 0.0518 0.0109 0.0205
Si 1.9336 12.2429 1.031 0.1139 -0.0496 -0.0344
Si 5.8008 12.2429 1.031 0.0308 -0.0024 0.0006
Si 9.6679 12.2429 1.031 0.0492 0.0138 0.0198
Si 13.5351 12.2429 1.031 -0.0264 -0.1226 -0.0889
Si 1.9336 5.247 2.2678 -0.0434 -0.0436 -0.3772
Si 5.8008 5.247 2.2678 0.0322 0.0984 0.1397
Si 9.6679 5.247 2.2678 -0.1705 -0.1134 -0.0473
Si 13.5351 5.247 2.2678 -0.1796 0.0887 -0.014
Si 0 11.6599 2.2678 -0.207 -0.0375 -0.0402
Si 3.8672 11.6599 2.2678 -0.1526 -0.0895 -0.4297
Si 7.7343 11.6599 2.2678 -0.0905 -0.0556 -0.358
Si 11.6015 11.6599 2.2678 0.2623 -0.0167 -0.1049
Si 1.9336 2.915 2.68 -0.0084 0.0185 0.0034
Si 5.8008 2.915 2.68 0.0527 -0.0332 0.0931
Si 9.6679 2.915 2.68 0.0972 0.1072 0.0271
Si 13.5351 2.915 2.68 0.0529 0.0785 0.0836
Si 0 9.328 2.68 0.1035 -0.1277 -0.1482
Si 3.8672 9.328 2.68 -0.0698 0.1087 0.089
Si 7.7343 9.328 2.68 -0.0321 0.1327 0.1451
Si 11.6015 9.328 2.68 0.0501 0.0638 0.0368
Si -0.5045 1.1679 18.8977 -0.0025 0.0004 0.0007
Si 10.7812 2.7462 19.332 -0.0041 -0.003 -0.0023
Si 4.0572 -4.8484 24.4545 0.0039 -0.004 -0.0042
Si 19.1197 -2.037 23.0074 -0.0017 -0.0062 0.0006
Si -0.1071 3.9133 29.0006 -0.0129 0.0172 0.0028
Si 1.3401 10.6851 24.8208 -0.008 0.0054 0.0006
Si 14.1128 12.2504 25.6073 0.0086 0.0078 0.0062
Si 16.8542 9.5972 29.2099 -0.0134 0.0058 -0.0038
Si -5.0695 -1.7348 21.7135 0.004 0.0021 0.0113
Si 2.434 3.327 25.6736 0.0036 -0.0008 -0.0124
Si 13.9386 5.5254 27.8093 0.0066 -0.0048 0.0179
Si 11.897 4.4715 27.5216 -0.0011 0.0046 0.0018
Si 3.4779 14.4203 28.9772 0.002 0.0052 -0.0072
Si 1.9558 7.223 29.4398 -0.0037 -0.0006 0.0085
Si 9.6482 14.3148 17.5319 0.008 0.0028 0.0031
Si 17.1183 16.5209 22.5298 0.0061 0.0037 0.0056
Si -1.6431 7.2844 29.5136 -0.0084 -0.0004 0.0029
Si 7.2877 1.1382 30.0175 0.0085 0.0148 -0.0032
Si 3.7829 4.7416 31.4429 -0.0078 -0.0068 -0.0186
Si 10.886 3.736 29.4643 -0.0003 0.0054 0.0034
Si 5.7624 7.1208 29.1572 -0.0041 -0.0038 0.0076
Si 5.9919 12.301 31.479 -0.0151 -0.0188 0.0202
Si 12.3084 14.4871 26.4269 0.0028 -0.0019 -0.0064
Si 12.9054 10.2311 27.6102 -0.006 -0.0002 -0.006
Si 1.8217 4.974 28.2015 0.0234 -0.0095 0.0132
Si 1.9194 -1.7403 31.041 0.0069 -0.0035 0.0064
Si 3.9484 7.0207 30.7313 0.0054 -0.0131 0.005
Si 15.5856 1.4525 29.2148 0.0368 -0.0075 -0.0367
Si 2.6458 10.5922 27.5114 0.007 0.0033 0.0093
Si 7.9265 7.0471 30.3969 -0.0043 0.0032 -0.0011
Si 11.7629 7.032 30.6912 0.0149 -0.0045 0.0043
Si 15.6264 6.8686 30.9204 0.0018 -0.0089 -0.0055
Si 1.9765 0.6673 30.6208 -0.0093 0.0002 0.0225
Si 5.2359 -4.0581 27.2815 -0.0023 -0.0011 0.001
Si 6.4261 1.1883 27.8672 -0.0128 0.0127 0.0069
Si 17.2753 0.9788 27.4975 -0.0274 0.0011 0.0163
Si -1.0804 9.5603 29.2372 0.005 0.0017 -0.0082
Si 3.5712 3.9227 29.3192 -0.0132 0.0271 0.0404
Si 9.8248 1.8579 24.4411 0.002 -0.0031 0.0064
Si 9.9402 7.6923 29.2936 -0.0058 0.0016 0.0044
Si 0.0379 4.5932 31.2419 0.0062 -0.0021 0.0211
Si 6.836 3.5114 30.3157 -0.0041 0.0105 0.0144
Si 8.7895 4.7056 30.4353 0.0005 -0.0096 0.0015
Si 11.7791 4.7598 31.3235 0.0005 -0.0046 0.0073
Si -1.8759 13.4798 30.4872 -0.011 -0.0023 0.0184
Si 9.5752 13.4329 30.6097 0.0026 -0.0095 0.0009
Si 9.6594 11.1051 30.9471 -0.0007 0.0003 0.0056
Si 13.6541 11.0735 30.9983 -0.008 -0.0061 0.0091
Si 1.8892 3.9819 32.4769 -0.0058 0.0022 -0.0051
Si 5.7015 3.8153 32.3843 -0.0009 0.0025 -0.0085
Si 9.8317 4.0956 32.4278 0.0034 -0.0041 -0.0035
Si 13.6384 3.9945 32.4337 0.0071 0.0096 -0.0101
Si 0.039 10.5675 32.3767 0.0028 0.0011 0.0018
Si 3.9999 10.8051 32.1725 -0.0014 0.0071 -0.0014
Si 7.7057 10.6846 32.2433 0.008 0.006 -0.0033
Si 11.6396 10.5763 32.2432 0.005 0.0033 -0.0036
Si 1.9638 1.6579 32.7829 0.0088 0.0069 0.0033
Si 5.7652 1.4509 32.9007 0.0084 -0.0005 0.0008
Si 9.7057 1.7385 32.7202 0.0049 0.0104 0.0009
Si 13.5633 1.6581 32.6958 -0.0022 -0.0039 0.0007
Si 0.0552 8.2332 32.8207 0.0003 0.005 0.0056
Si 3.9704 8.3806 32.6606 0.0016 -0.0051 0.0015
Si 7.7314 8.2093 32.5629 -0.0038 -0.0029 0.0061
Si 11.6504 8.2507 32.7174 -0.0042 0.003 0.0018
Si 0 2.332 3.9167 -0.0912 -0.0957 -0.4163
Si 3.8672 2.332 3.9167 -0.3542 0.3497 0.3001
Si 7.7343 2.332 3.9167 -0.007 -0.0629 0.4842
Si 11.6015 2.332 3.9167 -0.2199 -0.3287 -0.1503
Si 1.9336 8.745 3.9167 -0.0555 0.0548 -1.019
Si 5.8008 8.745 3.9167 0.3174 0.0268 0.6239
Si 9.6679 8.745 3.9167 -0.0409 -0.4802 0.4601
Si 13.5351 8.745 3.9167 -0.1463 0.203 0.4227
Si 1.9342 6.4396 4.2657 -0.0002 -0.0027 -0.0001
Si 5.7692 6.3998 4.3619 0.0018 -0.002 0.0007
Si 9.5704 6.4113 4.3166 0.0036 -0.0007 0.0006
Si 13.454 6.3912 4.346 0.0019 0.0045 0.0007
Si -0.0954 12.8469 4.3107 0.0036 -0.0037 -0.0012
Si 3.7791 12.8453 4.2602 0.0022 0.0007 0.0039
Si 7.7515 12.8026 4.2965 0.0011 -0.0019 0.0002
Si 11.6366 12.8139 4.316 -0.0025 0.0023 0.0062
Si 0.0119 5.812 5.4076 -0.0019 0.0031 0.0022
Si 3.7945 5.8345 5.5447 0.0012 0.0034 -0.0016
Si 7.6703 5.7843 5.6444 -0.0026 0.0016 -0.0028
Si 11.4545 5.7394 5.53 -0.0012 -0.0065 0.0083
Si 1.8303 12.2884 5.4823 -0.0058 0.0045 0.0037
Si 5.7281 12.3164 5.3948 0.0043 -0.0039 0.0003
Si 9.7206 11.9657 5.3859 -0.0075 0.0018 0.0071
Si 13.5112 12.3877 5.7235 -0.0027 0.0031 0.0071
Si -0.0174 3.5429 5.8895 -0.0058 0.0009 -0.0019
Si 3.7429 3.5263 6.0531 0.0005 0.0084 0.0027
Si 7.6209 3.4502 6.09 0.0056 -0.0007 -0.0081
Si 11.4657 3.4348 5.9661 0.0111 0.0065 -0.0079
Si 1.7642 9.968 5.8213 -0.0023 -0.0074 -0.0045
Si 5.7289 10.0735 6.0022 -0.0014 -0.003 0.0223
Si 9.88 9.6865 6.1212 -0.0086 0.0015 -0.0035
Si 13.5289 9.9632 6.0497 0.0082 -0.0033 -0.0009
Si -1.9646 8.6536 12.2218 0.01 0.0131 0.0026
Si 7.6624 6.7717 7.8141 -0.0018 0.0018 -0.0035
Si 9.5607 2.6604 7.2112 -0.0081 0.0004 0.0282
Si 12.8751 2.6925 12.0262 -0.0046 -0.01 -0.0021
Si -0.0217 9.212 7.1056 0.0033 0.0069 -0.0142
Si 3.697 9.5137 6.9189 0.0058 -0.0007 -0.0126
Si 5.5795 8.9382 12.214 -0.006 -0.0036 0.015
Si 11.7588 9.3233 9.7437 -0.0319 0.0306 0.0088
Si 3.6788 7.2495 7.4052 -0.0048 -0.0024 -0.0012
Si -0.1885 6.834 7.4686 -0.0062 -0.007 -0.0055
Si 8.5317 8.957 7.9432 0.0083 -0.0044 0.0054
Si 12.3917 11.5412 9.9968 0.0226 -0.033 0.0081
Si -0.5957 11.2164 10.1362 -0.0244 0.0046 0.0241
Si 7.5527 12.5147 8.3267 0.0438 0.0247 0.0839
Si 7.3052 15.946 10.7813 0.0248 -0.1795 0.1306
Si 7.3762 14.1331 12.2925 -0.1921 0.0519 -0.1863
Si 1.7061 7.2951 8.7586 0.0106 -0.0019 0.0054
Si 1.7723 2.9579 7.3152 0.0011 0.0015 0.0033
Si 9.5401 6.2628 9.2098 -0.0022 0.0245 -0.0088
Si 13.487 5.4996 8.3882 0.0025 -0.0037 0.0127
Si 3.8073 12.7257 8.7296 -0.0018 0.0167 -0.0047
Si 1.8797 13.3954 7.5504 0.002 -0.0053 0.0017
Si 11.5311 13.3395 8.7197 -0.0362 0.047 0.0166
Si 9.6095 13.1361 7.3108 -0.0081 -0.0126 -0.0006
Si 1.2084 3.8362 9.5373 -0.0084 0.0058 -0.0075
Si 5.62 2.9471 7.3634 -0.0035 0.0072 0.0067
Si 10.001 2.2394 9.5379 0.0358 0.0294 -0.0237
Si 14.4893 4.4431 10.2147 -0.0123 0.0278 -0.0373
Si 0.057 13.1967 9.0112 -0.0032 0.0086 -0.0072
Si 8.7011 9.266 12.1801 0.0133 -0.0093 -0.0044
Si 5.2408 9.2528 9.8611 0.0009 0.0026 0.015
Si 12.0997 12.5482 12.09 -0.0166 0.0113 0.0063
Si 1.235 1.7126 10.6107 -0.0023 -0.0078 -0.0053
Si 10.9155 7.624 13.7722 0.012 0.0035 -0.004
Si 13.5893 1.0486 7.7056 0.0146 -0.0021 -0.0063
Si 9.5793 8.5272 10.0568 0.0178 0.0077 0.0017
Si 2.2178 14.3953 20.3647 -0.0015 -0.0009 0.0051
Si 3.3135 10.4161 9.0553 0.0064 -0.0026 -0.0001
Si 6.7218 10.3014 8.2391 -0.0152 0.0048 -0.0288
Si 11.8168 8.97 7.36 0.0031 0.0009 0.0059
Si -1.9722 3.3595 7.1286 -0.004 -0.0029 -0.0026
Si 8.1442 0.9007 10.176 0.0037 0.059 -0.1073
Si 5.6362 0.6062 7.4195 -0.0134 -0.0065 0.0194
Si 5.1782 3.2962 9.7312 -0.0195 0.0016 -0.017
Si 5.44 10.7583 16.7306 -0.0033 -0.002 0.0013
Si 4.2247 13.8754 12.6947 0.0223 -0.0021 0.0196
Si 9.7718 6.8346 16.4788 0.0038 0.0056 -0.0027
Si 15.38 1.8596 13.4729 -0.0075 -0.0036 0.0055
O 4.6556 11.3892 15.4473 0.004 0.0004 0.0074
O 10.2331 6.775 18.0466 -0.0003 0.0033 0.0041
O 9.2531 -4.4202 19.9629 0.0049 -0.0026 -0.0014
O 5.8704 4.8305 25.4608 0.0015 -0.0017 -0.0014
O 12.4753 9.2244 26.4061 0.0018 0.0023 0.0052
O 21.8226 18.3218 16.5279 0.0018 0.0001 0.004
O -5.4206 -7.6798 23.0278 0.0027 -0.002 -0.0005
O 1.8511 -5.2192 22.2783 0.0003 -0.0002 0.0053
O -0.1033 17.2395 16.0316 -0.0025 -0.003 0.0073
O 16.0798 14.0965 12.1122 -0.0029 0.0034 -0.0022
O 4.6223 8.942 19.5293 -0.0029 0.0026 -0.0018
O 5.4941 27.1968 18.459 0.002 -0.0001 0.0042
O 10.2158 12.8594 17.006 0.0008 -0.0008 -0.0023
O 8.0399 1.2269 17.8191 0.0015 0.0031 0.0051
O -6.0483 5.2961 16.1039 0.0001 -0.0032 -0.0008
O 11.516 -10.8264 20.6098 -0.0011 0.0011 0.0002
O 0.0182 -9.3121 22.5232 -0.0009 0.0005 0
O 16.2343 11.1467 20.3696 -0.0049 0.0018 0.0022
O 24.5426 11.572 14.8981 0.0049 0.0152 -0.042
O 17.1229 19.2171 11.7399 -0.0105 0.0069 0.0203
O 3.5623 15.1251 13.5515 -0.011 0.0122 0.0036
O 4.3349 -3.3759 23.6991 -0.0033 0.001 0.0039
O 2.7854 12.8846 20.6034 0.0008 0.0009 0.0017
O 7.0012 -0.0894 19.8474 0.0005 -0.0018 0.0025
O -4.0952 -16.7556 23.9811 -0.0044 0.0003 0.0001
O 9.0355 10.166 27.4892 0.0055 0.0004 0.0085
O -1.3471 -1.2337 21.9367 0.0002 0.0025 -0.0031
O 3.0101 -15.2441 21.5538 -0.0004 0.0022 0.0015
O -0.0522 13.6912 14.7517 -0.0002 -0.0061 -0.0006
O -12.4615 2.2449 19.0994 0.0006 0.0011 0.001
O 4.7116 -0.8586 22.7186 0.0021 0.0031 0.0006
O 9.0654 3.2901 24.6658 0.002 -0.0018 0.0035
O 14.0337 15.3184 18.869 -0.0027 0.0048 0.0031
O 16.3062 11.535 15.9329 0.0029 -0.0068 0.0021
O 29.205 1.0087 25.8932 0.0005 -0.0043 0.0012
O 17.5251 -2.8445 26.1123 0.0046 -0.0032 0.0045
O 10.8703 -6.2687 20.7692 0.0025 0.0008 -0.0002
O -13.0975 12.2269 27.3268 0.0051 -0.0096 0.0021
O 0.0803 0.838 17.4046 0.0006 0.0056 0.0092
O 19.5656 6.7598 21.0309 0.0007 0 -0.0004
Si -7.9605 12.6882 25.4239 0.0004 -0.0054 -0.008
Si -0.8608 -6.4148 24.7047 0.0019 -0.0014 0.006
Si 5.6213 4.7676 28.6479 0.0004 -0.0002 -0.0141
Si 23.562 4.3089 20.2606 0.0007 0.0011 0.0024
Si -1.0438 -1.9621 12.4156 0.0091 -0.0195 -0.0163
Si 8.1385 9.8159 26.1655 -0.0012 0.0005 -0.0026
Si 4.7392 5.485 10.4259 -0.005 0.002 -0.0113
Si 6.6969 0.4652 18.3572 -0.0027 0.0003 0.0005
Si 5.8065 -9.6959 21.8502 -0.0024 0.0083 0.0076
Si 20.0213 -10.0841 19.0145 -0.0001 0.0012 0.0004
Si 11.5032 14.2432 29.4389 -0.0057 0.008 0.0042
Si 21.3933 5.3914 23.9404 -0.0026 0.0035 0.0026
Si 1.7086 7.8791 23.8816 0.0033 -0.0014 -0.0035
Si 1.0379 -2.45 14.7813 0.0013 0.0073 -0.0052
Si 14.9279 8.51 16.568 0.0004 0.0008 -0.0039
Si 3.6965 3.7555 14.2913 0.002 -0.0084 -0.0106
Si 11.4768 6.5976 7.7186 0.0097 -0.0219 -0.0084
Si -6.2448 3.8385 15.4076 0.0022 0.0034 0.0084
Si 8.9622 4.8631 24.2426 -0.0075 0.0072 0.0016
Si 6.3493 4.6261 15.1414 -0.0046 0.0114 -0.0003
Si 2.3633 5.7792 10.365 0.0133 -0.0041 -0.0234
Si 7.7523 -0.995 20.9477 -0.0016 0.0003 -0.0031
Si 0.1921 6.3019 12.4487 -0.0084 0.0118 0.003
Si 5.9085 5.1602 18.0638 -0.0022 0.0021 0.0032
Si 14.0391 4.2726 22.3418 -0.0014 0.004 0.0061
Si 10.5544 7.5196 19.4637 -0.0023 0.0024 -0.0001
Si -0.8273 -1.4511 20.4099 0.002 -0.0012 0.0005
Si 3.9562 -1.7668 14.0189 -0.0001 0.0055 -0.0081
Si 3.6393 14.2868 10.4703 0.0326 -0.0165 0.0099
Si 12.2956 -4.5968 25.1462 0.0004 -0.0109 0.0045
Si -0.2365 -0.0582 16.0778 -0.0046 0.0001 -0.0082
Si 10.0243 -2.8324 28.8131 0.0061 0.0073 0.0001
Si 10.5031 6.047 26.5727 0.0006 0.0004 -0.006
Si 15.137 5.6668 17.0499 0.0028 0.0054 0.0029
Si 10.5166 4.6153 12.6728 -0.0098 0.0055 -0.0139
Si -5.4915 11.4284 16.235 -0.002 -0.0006 -0.0007
Si 7.9242 22.0699 16.957 0.002 0.0007 0.0002
Si 1.57 -5.2627 18.2595 -0.002 0.0012 0.003
Si 12.9714 -0.5434 22.8426 0.0003 -0.0018 0.0101
Si 9.7599 8.8743 23.6746 0.0041 0.0003 0.0001
Si 3.8542 -3.2052 18.2523 0.0032 0.0041 -0.0013
Si 9.3784 17.1293 10.6248 0.0559 -0.0667 -0.0205
Si 12.7922 -1.9497 16.6933 0.0001 0.0051 -0.0078
Si 12.334 -2.9295 19.4736 0.0023 0.0026 0.0006
Si 21.3747 0.1678 23.0478 -0.002 0.0035 -0.0004
Si 17.8481 11.3213 20.357 0 -0.0025 0.0045
Si 5.5051 -5.7551 8.8841 0.0008 -0.0048 0.0018
Si 5.0945 5.9297 12.7104 -0.0006 -0.0123 0.011
Si 11.8811 14.9498 22.2049 0.0032 0.0017 0.0067
Si 9.6852 6.2733 21.8865 -0.0009 -0.0007 0.0025
Si 2.4669 6.5763 21.1918 0.004 -0.0005 0.0059
Si 7.6743 8.8416 19.9852 -0.0057 -0.0045 0.0029
Si 20.9113 -9.0783 26.5846 -0.0019 0.028 0.0011
Si -6.2398 24.8806 13.3594 -0.0025 0.0058 0.0344
Si 0.9046 -8.3671 14.7546 0.0034 0.0055 -0.0124
Si 13.5088 16.8327 19.2155 0.0026 -0.0027 -0.001
Si 20.6221 -5.3452 20.006 0.0026 -0.0033 0.0054
Si 16.4827 9.6489 9.1901 -0.008 -0.0096 0.0047
O 8.4413 5.7287 20.9734 0.0027 -0.0022 0.0018
O -6.0979 -0.7939 20.8673 0.0024 -0.0001 0.0039
O 29.8757 -5.8565 16.356 0.0014 -0.0001 0.0036
O 1.1875 6.1744 17.4634 0.0001 0 0.0025
O -2.9419 3.2627 26.5511 -0.0006 0.001 0.0025
O 4.4407 8.0067 26.0588 -0.0035 0.0021 -0.0012
O 7.4231 10.2514 20.7453 0.0027 0.0046 0.003
O 11.8966 3.8965 18.8841 -0.002 0.0003 0.0011
O 21.5878 13.0472 24.6565 -0.001 0.0015 0.0048
O 22.0979 20.5957 20.668 0.0013 0.0002 -0.0011
O 0.7079 16.0617 13.7277 0.0042 -0.0012 0.0074
O 7.1874 8.7135 12.4895 -0.0056 0.0036 -0.002
O -5.7361 8.6675 13.3175 -0.0068 0.0037 0.0014
O 21.9262 2.4628 26.8041 0.0163 -0.0225 -0.0023
O -1.7818 3.0431 10.6436 -0.0021 -0.0129 0.0158
O 6.7077 -3.6017 26.7032 -0.0051 -0.0001 0.0069
O 5.3185 4.3086 22.872 0.0008 -0.0057 -0.0018
O 11.3337 10.2858 20.6774 -0.002 0.0013 0.0051
O 2.8694 8.401 17.6788 0.0004 -0.0028 0.0019
O 2.5919 -2.6061 14.3331 0.0001 -0.0013 0.0011
O 7.2677 8.9882 18.4208 0.0015 0.0025 -0.0017
O 2.4501 17.0421 15.2405 0 0.0054 0.0049
O 12.1749 -14.7301 18.2121 -0.0003 -0.0023 0.0029
O 5.8668 13.7664 12.8462 0.0911 0.0306 0.0405
O -6.8585 10.9122 12.3521 0.0079 0.009 0.0119
O -6.0137 -9.2621 19.8196 0.0031 0.0029 0.0041
O -3.0975 21.0457 13.339 -0.012 -0.0063 0.012
O 10.4361 1.9014 22.9316 0.0035 -0.0007 -0.0005
O -4.3766 1.4607 25.3762 -0.009 0.0013 0.0013
O 13.6465 9.5018 16.5385 0.0003 -0.0009 0.0059
O 20.3117 20.3877 12.7708 0.0053 0.0146 -0.0118
O 0.912 -3.4821 23.9776 0.0033 -0.0003 0.0068
O 15.7359 8.5508 18.01 0.0008 -0.0011 0.0015
O 7.259 12.3778 22.3897 0.002 -0.0004 0.0004
O 16.2022 6.7443 24.544 0.004 0.0027 0.0028
O 11.7905 1.0118 27.8411 0.0002 -0.0043 -0.0046
O -7.0158 0.6807 13.3604 0.0264 -0.0412 0.0437
O -18.0612 -4.3687 10.6861 0.0237 -0.0079 0.0008
O 9.1459 10.3362 17.1389 -0.0013 0.001 -0.0001
O 20.7964 6.5279 18.6986 0.0018 -0.0024 0.0009
O 17.6491 3.6625 24.0888 -0.0016 0.0014 -0.0016
O -4.0229 10.8608 15.7717 0.0026 0.0021 0.0067
O 13.9 -2.8175 19.9039 -0.0001 0.0034 0.0046
O 0.1877 -1.043 25.2547 0.0004 -0.0032 0.0028
O 2.3232 15.247 21.753 0.0002 -0.0003 -0.0009
O 3.8321 17.8261 13.2285 -0.0015 -0.0039 0.0028
O 26.9726 -2.1969 28.3919 -0.0012 -0.0017 0.0035
O 7.8921 -14.5237 25.2517 0.0052 0.0009 -0.002
O 9.9003 6.9226 27.8142 0.0011 -0.0035 -0.0007
O 0.6657 1.5099 19.9511 0.0038 -0.0003 0.0014
O 14.0992 -7.3264 23.4334 -0.0005 -0.0038 -0.0053
O 6.3186 -7.2527 13.787 0.0029 0.0026 0.0059
O 5.0532 3.6476 15.1697 0 0.0004 -0.0002
O 3.5955 -0.35 13.2851 0.0096 0.0044 -0.0031
O -1.7102 7.8084 24.5835 -0.0054 0.0018 0.0034
O -1.0294 18.6108 26.2181 -0.0031 0.0011 -0.0024
O 13.0552 13.8841 22.6128 -0.0041 -0.0023 0.0014
O 7.6362 16.4646 15.1122 0.0026 -0.0066 -0.0045
O 6.6403 22.6209 16.1057 -0.0007 -0.0011 0.0036
O 8.7078 -12.0912 24.7678 0.007 0.0097 0.001
O 13.2202 -1.0606 24.3544 -0.004 -0.0004 -0.009
O 9.7668 -10.2056 16.3372 -0.0001 -0.0011 0.0026
O 22.8207 -9.4846 21.3558 0.0006 0.0003 0.0021
O 2.4873 11.4616 23.9565 0.0018 0.0017 0.0051
O 19.4868 15.9426 26.0365 -0.0008 -0.0036 0.0066
O 16.0005 18.6738 13.9779 0.0044 -0.0043 0.0078
O 9.5084 10.1832 22.7358 0.0071 0.0037 0.001
O -0.6255 -5.1113 12.4192 -0.0005 -0.0061 -0.0026
O 4.8953 3.2322 20.5246 0.0009 -0.0021 -0.0014
O -1.5826 17.3815 20.7223 0.0019 0 0.0024
O 6.195 12.0292 17.4578 0.002 0.0043 0.0034
O 7.5382 5.4382 23.6683 0.0067 -0.0028 0.0033
O 1.9218 4.6262 26.5536 -0.0057 0.0025 -0.0058
O 20.421 -2.6409 13.0677 -0.0049 -0.0029 -0.006
O 7.2057 12.8524 27.0196 0.0008 -0.0112 0.0075
O 1.6959 -10.9312 26.0986 0.0039 0.0009 0.0033
O 20.5481 -6.0248 23.8363 -0.004 0.0018 0.0054
O -2.8318 -9.3298 22.6844 0.0015 -0.0002 -0.001
O 2.9407 -1.9949 18.9017 0.0012 -0.0006 0.0007
O 4.8512 13.7305 28.303 -0.0048 -0.0072 0.0029
O 20.1915 4.0346 18.0444 0.0038 0.0015 0.0021
O 13.4209 -0.7443 12.9738 -0.0004 0.0046 0.0095
O 2.0997 5.0582 21.7082 -0.001 -0.0013 0.0018
O -0.747 18.0436 11.6608 -0.0004 0.0029 0.0133
O -4.0593 -0.8565 22.5929 -0.0037 -0.0059 -0.0122
O 25.4547 16.6137 13.9758 0.0015 -0.0102 0.0118
O 12.0094 -8.8143 12.3882 -0.0057 0.004 -0.0005
O 15.6816 10.8045 13.4516 -0.0049 0.0012 0.003
O -6.5531 8.8337 25.0891 0.002 -0.003 -0.0037
O 11.9866 14.1711 11.806 -0.0002 -0.0128 0.0037
O -1.2656 -0.1667 19.4778 0.0021 -0.0037 0.0033
O -1.7495 -0.6731 16.2683 -0.0024 -0.0031 0.0059
O 0.4877 21.78 15.3668 0.0025 0.0005 0.0049
O 9.3186 -5.2205 22.7551 0.0013 0.0007 0.0004
O 13.6143 -1.2797 26.9699 -0.0021 -0.0057 0.0051
O 11.9054 21.1964 19.1186 0.0007 0.0015 0.0015
O 7.1797 4.6002 18.9377 -0.0019 0.0013 0.0023
O 5.6063 14.4978 22.525 0.0014 -0.0041 0.0013
O 10.7946 12.2065 12.9911 -0.0106 0.0093 -0.0032
O 10.8814 7.3917 15.3977 -0.0066 -0.0011 0.0124
O -6.2369 5.6704 25.6264 0.0065 0.0004 0.0036
O -1.2696 -7.7078 18.2485 0.0012 -0.0005 0
O -1.6318 15.1365 13.2678 -0.0012 0.0107 0.0035
O -6.9853 7.8421 16.3397 0.0003 0.0005 0.0039
O 19.7154 10.0762 27.6776 -0.005 0.0047 -0.0038
O -3.9374 6.8938 25.6365 0.0022 0.0063 0.0093
O 17.2513 7.06 19.7914 -0.0006 0.0007 -0.0027
O 10.6516 6.2086 13.0041 -0.0002 -0.0015 0.001

Results
free energy: -253261.286 eV
free energy less fixed offsets of O -568.88, Si -635.61 eV per atom: 5.214 eV

The program warned: the cutoff lies below the one the program advises for these potential files; the forces do not sum to zero within the program's tolerance; the exchange-correlation potential is rough where the density is thin.
